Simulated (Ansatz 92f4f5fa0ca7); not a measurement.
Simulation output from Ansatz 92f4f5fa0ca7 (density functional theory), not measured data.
Periodic cell of 225 atoms, Si132O91B2, from a study of silicon, its oxide and their interface. The atomic structure is a simulated model.
Doubt: the cutoff is far below the 930 eV that the study's wrapper takes by default for these files, so forces and energies are approximate.

Settings
functional: PBE
potential files: Ansatz PAW
basis: plane waves
wave-function cutoff: 580 eV
density cutoff ratio: 5
exchange-correlation grid ratio: 1
k mesh: 1 x 1 x 1, Gamma-centred
self-consistency stop: 5e-08 eV per atom in the density residual
occupations: fixed
spin: none
net charge: 0

Cell vectors (angstrom)
a  10.938  0  0
b  0  10.938  0
c  0  0  31.9494

Atoms: element, x, y, z (angstrom)
Si  10.5411  0.1745  24.546
Si  5.0438  0.2151  24.6811
Si  2.7784  2.3985  24.4808
Si  8.4732  2.545  24.6232
Si  10.7315  5.6916  24.3397
Si  5.0822  5.6749  24.4382
Si  2.892  8.0047  24.3896
Si  8.3998  7.8918  24.4123
Si  1.255  1.2715  25.8557
Si  6.7659  1.3928  25.7935
Si  3.941  4.0743  25.7437
Si  9.6721  4.1093  25.8467
Si  1.3041  6.865  25.7274
Si  6.7731  6.7724  25.7218
Si  3.9503  9.5323  25.9213
Si  9.4315  9.5104  25.8234
Si  2.6024  -0.0613  27.2777
Si  8.1025  -0.0179  27.1729
Si  0.0482  2.7499  27.2332
Si  5.412  2.7846  27.1358
Si  2.6418  5.4725  27.1327
Si  8.1699  5.4334  27.1319
Si  -0.0245  8.2249  27.1535
Si  5.4724  8.1921  27.1581
Si  4.0716  1.3709  28.5042
Si  9.5277  1.3636  28.503
Si  1.3839  4.1176  28.5994
Si  6.8018  4.1038  28.5303
Si  4.074  6.8125  28.485
Si  9.5407  6.8276  28.4845
Si  1.2776  9.5252  28.6391
Si  6.7965  9.5574  28.5733
Si  -0.0501  0.0199  29.9202
Si  5.4407  0.0146  29.8993
Si  2.7479  2.7387  29.9132
Si  8.1797  2.7397  29.8862
Si  -0.0307  5.4847  29.8985
Si  5.4474  5.4781  29.8923
Si  2.7319  8.1874  29.9023
Si  8.2017  8.2019  29.8942
Si  1.3673  1.3673  31.2657
Si  6.8362  1.3673  31.2657
Si  4.1018  4.1018  31.2657
Si  9.5708  4.1018  31.2657
Si  1.3673  6.8362  31.2657
Si  6.8362  6.8362  31.2657
Si  4.1018  9.5708  31.2657
Si  9.5708  9.5708  31.2657
Si  2.7345  0  0.6835
Si  8.2035  0  0.6835
Si  0  2.7345  0.6835
Si  5.469  2.7345  0.6835
Si  2.7345  5.469  0.6835
Si  8.2035  5.469  0.6835
Si  0  8.2035  0.6835
Si  5.469  8.2035  0.6835
Si  4.1067  1.3698  2.0616
Si  9.6026  1.3419  2.0363
Si  1.3606  4.1317  2.0522
Si  6.8382  4.1285  2.0444
Si  4.0965  6.8396  2.0369
Si  9.5805  6.8339  2.0635
Si  1.3698  9.6004  2.0533
Si  6.8392  9.6096  2.0442
Si  0.0413  0.0282  3.4727
Si  5.4955  0.0282  3.454
Si  2.7195  2.7614  3.391
Si  8.2745  2.7728  3.3142
Si  0.0432  5.5128  3.4762
Si  5.4817  5.5235  3.4176
Si  2.7493  8.2383  3.3775
Si  8.2583  8.2935  3.374
Si  1.4016  1.4306  4.8328
Si  6.9426  1.4554  4.7123
Si  4.0844  4.1376  4.7377
Si  9.6224  4.0584  4.7621
Si  1.3932  6.9657  4.8186
Si  6.8598  6.9775  4.715
Si  4.1153  9.5566  4.78
Si  9.646  9.5659  4.8329
Si  2.7987  0.0177  6.1335
Si  8.3329  0.1099  6.0906
Si  0.058  2.7785  6.28
Si  5.5565  2.8253  6.0381
Si  2.7937  5.5887  6.0999
Si  8.2865  5.5833  5.9243
Si  0.1037  8.3  6.3431
Si  5.5314  8.2936  6.2118
Si  4.4759  1.1699  7.2902
Si  9.8793  1.1273  7.6024
Si  1.2254  4.488  7.4506
Si  6.6907  4.5195  7.2202
Si  4.3659  6.6782  7.5104
Si  9.7951  6.5953  7.4294
Si  1.3411  9.9063  7.7094
Si  6.7591  9.9517  7.4039
O  9.4822  1.3566  24.0095
O  4.0245  6.8672  23.9472
O  3.9634  1.3117  24.0491
O  9.5383  6.7787  23.8978
O  0.0123  5.5132  7.9671
O  5.6122  0.1167  7.9051
O  0.1295  0.0579  8.1361
O  5.5772  5.5853  7.845
O  7.656  3.9295  8.4008
O  8.8271  7.0381  8.7007
O  2.2208  9.4042  9.0633
O  8.997  1.673  8.9127
O  7.6511  9.4484  8.7049
O  3.6523  1.8415  8.5348
O  3.6151  7.1686  8.9177
O  2.1154  4.0285  8.7703
O  7.9928  3.5757  23.4213
O  0.6111  5.1361  22.9854
O  1.965  2.8639  23.1167
O  5.675  4.9271  23.0899
O  5.5479  10.1139  23.5205
O  2.2449  8.64  22.9876
O  0.2035  10.3057  23.2419
O  7.7521  8.6054  23.0634
Si  8.5517  7.7863  18.5965
Si  8.9273  6.3348  13.7214
Si  3.8633  1.2406  14.5295
B  2.3667  4.8542  17.0422
Si  2.4387  3.1207  19.4383
Si  9.876  8.9828  12.0899
Si  1.1879  9.5762  22.1655
Si  9.2158  0.9191  13.2481
Si  1.419  4.9089  13.0139
Si  1.8277  8.1124  12.8079
Si  6.6219  9.5999  22.4305
Si  4.7372  4.2475  15.4458
Si  8.244  2.9791  9.5603
B  0.0477  8.9507  19.7041
Si  6.9316  1.377  21.1065
Si  8.2796  8.2608  9.6303
Si  10.993  5.0989  15.6491
Si  7.5655  9.4655  16.3633
Si  9.8726  2.2931  20.445
Si  3.2601  8.4338  9.9212
Si  6.7339  3.291  17.403
Si  1.0579  0.3532  19.9848
Si  3.2715  2.6998  12.2428
Si  7.1242  5.4339  19.7011
Si  5.8442  8.5044  11.475
Si  5.9643  5.9402  13.1273
Si  4.5858  9.6876  17.6336
Si  1.0549  3.7983  22.1294
Si  4.8909  1.4598  18.8303
Si  3.2406  3.0921  9.4691
Si  6.5655  10.6033  13.7311
Si  10.3469  0.0998  16.0489
Si  5.7233  3.5793  11.0947
Si  9.877  3.8423  11.9288
Si  2.3021  9.8054  15.5492
Si  5.9386  8.1487  19.8753
Si  6.7981  3.9789  22.3925
Si  9.783  2.7474  17.4469
O  7.3159  6.3024  13.9845
O  10.2161  4.0004  16.5324
O  6.117  9.9026  17.0317
O  10.1547  0.7313  14.5583
O  8.3996  6.204  19.0035
O  5.1673  0.3019  14.2641
O  5.6703  2.0762  17.5508
O  8.2799  2.1127  20.6065
O  2.1333  4.0533  18.1438
O  6.9615  2.6592  10.5367
O  4.9101  2.6594  12.1637
O  6.2193  4.1832  16.1415
O  4.6055  3.9205  9.9159
O  10.5743  3.137  21.6512
O  9.9014  6.1964  15.0607
O  5.9025  6.5116  19.8796
O  4.0625  0.1726  18.2687
O  9.3848  10.5139  12.3362
O  2.8547  4.1897  12.7799
O  1.9315  10.7606  21.2827
O  4.0026  2.65  19.5148
O  0.7055  9.9947  15.9944
O  0.76  9.9635  19.0525
O  1.6846  1.6683  19.2864
O  8.9093  10.4021  16.5508
O  4.7628  8.6015  18.8436
O  9.5696  8.7316  10.5072
O  6.6937  4.1996  18.7494
O  2.9063  1.4659  13.2141
O  5.7095  8.7951  21.3463
O  2.575  2.4337  10.8022
O  7.4772  4.8275  21.1714
O  5.3239  7.3275  12.5048
O  0.5104  8.9652  12.4256
O  7.6099  0.9292  13.5939
O  7.1994  9.4829  14.7646
O  9.1508  4.999  12.8097
O  8.091  8.041  17.0249
O  6.1279  2.541  21.9467
O  2.4262  8.8985  14.1477
O  0.4848  4.3543  11.7944
O  0.2941  8.6966  21.0588
O  9.3298  3.8364  10.4039
O  9.6531  2.3329  12.5469
O  7.4565  8.6446  19.4681
O  2.6353  8.0395  11.3818
O  4.2598  2.7232  15.0767
O  0.7504  4.3309  14.3835
O  10.0878  3.0721  19.0201
O  9.2244  7.7745  12.9934
O  10.4944  0.7913  20.4643
O  6.2536  4.9268  11.8535
O  8.1804  2.5939  17.176
O  3.5987  4.8692  16.4381
O  4.7219  9.04  10.3908
O  1.5396  6.5327  13.1555
O  4.9211  5.2575  14.1782
O  1.9651  3.9743  20.7621
O  10.5849  1.3741  17.0542
O  1.3231  5.641  16.5489
O  7.3641  10.9546  21.89
O  5.9724  0.891  19.8989
O  6.3274  9.8176  12.3192
O  2.8524  0.4095  15.4825
O  7.0893  7.8129  10.6552
O  10.0605  8.2454  18.9793
O  3.3913  9.1436  16.6252

Results
free energy: -135980.144 eV
free energy less fixed offsets of B -154.04, O -568.88, Si -635.61 eV per atom: -3.464 eV

Forces (eV/angstrom), in the order of the atoms: element, x, y, z
Si  0.0188  0.0089  -0.2117
Si  -0.0379  -0.0184  0.0106
Si  0.0152  -0.0364  -0.0076
Si  0.1098  -0.0171  -0.1639
Si  -0.0478  -0.0343  0.0845
Si  0.0127  0.0413  0.072
Si  -0.0193  0.0851  0.03
Si  -0.028  -0.035  -0.0351
Si  0.0864  -0.0261  0.0804
Si  0.0068  0.0062  0.0117
Si  0.0193  0.0059  -0.0101
Si  0.0294  0.0512  -0.049
Si  0.0325  0.0262  -0.0043
Si  -0.0238  -0.0178  0.0486
Si  -0.0185  -0.025  0.0221
Si  0.0488  -0.0241  0.0382
Si  -0.0522  -0.0091  -0.0258
Si  -0.114  -0.0343  0.0504
Si  -0.0197  0.0343  0.055
Si  -0.02  0.0505  -0.0002
Si  -0.0495  -0.0642  0.0193
Si  -0.059  0.016  -0.0511
Si  -0.0425  0.0161  -0.0048
Si  -0.0119  0.0155  -0.0651
Si  -0.0741  -0.0578  0.0383
Si  0.0378  0.0478  0.05
Si  -0.1375  0.0279  -0.1017
Si  -0.0076  0.0117  -0.012
Si  0.0189  0.082  0.058
Si  -0.0659  0.0128  0.0844
Si  0.0786  0.1168  -0.1886
Si  -0.032  0.0445  -0.0783
Si  -0.0141  0.0706  0.0222
Si  0.0034  0.0247  0.0098
Si  0.0142  -0.1075  0.0151
Si  0.0329  -0.0166  0.0298
Si  0.0681  0.0202  0.0134
Si  0.0189  0.0171  -0.0121
Si  0.0929  -0.0789  0.0291
Si  0.0503  -0.0561  -0.0048
Si  0.035  0.1215  -0.0346
Si  -0.0082  0.0439  -0.0426
Si  0.0829  0.0037  0.1053
Si  -0.1653  -0.0696  -0.0715
Si  -0.0433  -0.0498  0.0285
Si  0.0004  0.0416  -0.0826
Si  -0.102  -0.0014  -0.0156
Si  -0.2487  -0.0777  0.1472
Si  0.0535  0.0407  -0.0089
Si  0.0203  0.0343  -0.1592
Si  0.12  0.074  0.0003
Si  0.0509  0.082  0.1046
Si  -0.0249  -0.0484  -0.1048
Si  0.0365  0.0895  -0.0334
Si  0.1065  0.0812  0.1275
Si  0.1232  0.1127  0.0526
Si  -0.0175  0.0153  0.0023
Si  0.0625  -0.0301  -0.0248
Si  -0.0773  0.0254  -0.0004
Si  -0.0933  0.0354  -0.063
Si  -0.0036  0.0408  -0.0193
Si  0.013  0.0039  -0.0028
Si  -0.095  0.004  -0.0389
Si  -0.1099  0.0065  -0.0062
Si  0.0026  -0.0111  -0.0805
Si  0.0298  0.0256  -0.0716
Si  0.1239  -0.0279  0.0279
Si  -0.0629  -0.0463  0.1837
Si  -0.0315  -0.029  -0.1089
Si  0.0603  -0.0492  -0.0103
Si  0.0428  -0.0198  0.06
Si  -0.0261  -0.1456  0.0668
Si  0.0552  0.0034  0.0406
Si  0.0756  0.0455  -0.0453
Si  -0.0024  -0.0424  -0.0306
Si  0.0221  -0.0223  -0.0138
Si  0.0824  0.0168  -0.0173
Si  0.0414  0.0562  -0.0373
Si  0.0046  -0.0492  0.0019
Si  0.0119  0.0123  0.0312
Si  -0.0502  -0.0096  -0.0116
Si  -0.0016  0.0021  -0.0217
Si  -0.02  -0.0111  -0.0217
Si  -0.014  0.0179  -0.0147
Si  -0.0159  -0.0277  -0.0065
Si  -0.0079  0.0167  -0.0211
Si  -0.0206  -0.0009  -0.0037
Si  0.0009  -0.0236  -0.013
Si  0.0287  0.0032  0.0557
Si  0.0173  -0.0042  0.0389
Si  0.0008  0.0452  0.0789
Si  0.0093  0.0023  0.0292
Si  0.0147  -0.0031  0.043
Si  0.0017  -0.0269  0.1036
Si  0.0174  0.0279  0.0476
Si  -0.0006  0.0041  0.0759
O  0.0492  -0.0474  0.1812
O  0.0768  -0.0721  -0.0656
O  0.0237  0.0131  -0.0414
O  0.0202  0.0365  -0.0156
O  0.0159  0.023  -0.0602
O  -0.0107  0.0001  -0.0473
O  -0.0182  0.0186  -0.0147
O  -0.0283  0.0293  0.0043
O  -0.0066  0.0076  -0.0202
O  -0.0211  0.0241  -0.0129
O  -0.0367  0.0125  -0.0752
O  -0.0188  0.0002  0.0142
O  -0.0082  0.0058  -0.0421
O  -0.0136  -0.0139  0.0259
O  -0.0072  -0.0029  0.0089
O  0.0149  -0.0163  -0.0148
O  -0.0181  0.0151  0.0359
O  -0.0131  0.031  -0.0068
O  -0.0114  0.0247  0.0703
O  -0.0291  0.0004  -0.035
O  -0.0065  -0.0202  -0.0437
O  0.0479  -0.0203  0.0218
O  0.0267  -0.0593  -0.1042
O  0.0026  0.0028  0.0168
Si  -0.0126  0.0373  0.0231
Si  0.0045  -0.0166  -0.078
Si  -0.0458  -0.042  -0.0589
B  -0.0725  -0.1745  0.0872
Si  0.0245  -0.0621  0.0186
Si  -0.0015  -0.0115  0.0184
Si  -0.0749  -0.0658  0.0735
Si  0.0002  0.0007  -0.0343
Si  0.0885  -0.0103  -0.0819
Si  -0.0115  0.0044  -0.0442
Si  0.0635  0.0571  0.0312
Si  -0.0586  -0.0542  -0.038
Si  -0.0219  -0.0153  0.0169
B  0.2353  0.2066  0.1772
Si  0.0233  -0.0329  0.0127
Si  -0.0289  -0.0376  -0.0075
Si  0.0477  -0.0659  -0.0346
Si  0.0074  0.0162  -0.0415
Si  -0.0421  -0.0068  0.0277
Si  0.0467  -0.0075  0.0103
Si  0.0166  0.0087  -0.0015
Si  -0.0245  -0.0891  0.0075
Si  -0.0121  -0.0076  -0.0459
Si  0.0296  0.019  0.0034
Si  0.0326  0.0125  0.0069
Si  0.0273  0.024  -0.0764
Si  0.0165  -0.047  0.008
Si  -0.0944  -0.0251  0.0187
Si  0.015  -0.0191  -0.0465
Si  0.0274  0.0163  -0.0054
Si  0.0121  -0.011  -0.0544
Si  -0.0172  0.0006  0.0062
Si  0.0422  0.0079  -0.0243
Si  0.0255  -0.0309  -0.0193
Si  0.0306  0.049  -0.0464
Si  -0.0054  -0.002  -0.0266
Si  0.0576  -0.0332  -0.0065
Si  0.0057  -0.0533  -0.0189
O  0.0321  -0.0066  0.0254
O  0.0087  0.0235  0.0185
O  -0.0275  0.0149  0.0098
O  0.0022  0.0026  0.0158
O  -0.0362  -0.0398  -0.0157
O  -0.0277  -0.0117  0.0179
O  -0.0272  -0.0114  0.0216
O  0.0026  0.0228  0.017
O  -0.0016  0.1331  -0.1018
O  -0.0108  -0.0069  0.0077
O  0.0107  -0.0365  0.0048
O  -0.004  0.0163  -0.0011
O  -0.0013  -0.0043  -0.005
O  0.0234  -0.0248  -0.0514
O  0.0408  -0.0176  0.0611
O  0.0247  -0.0041  0.0129
O  -0.0186  -0.0047  0.0275
O  0.0031  -0.0147  -0.005
O  0.0079  -0.013  0.0362
O  -0.0405  0.0032  -0.0299
O  -0.0206  0.0335  0.0168
O  -0.0081  -0.0375  0.0204
O  -0.033  -0.0546  0.0019
O  0.03  0.0322  -0.0162
O  0.0303  -0.0131  0.0016
O  -0.0118  0.01  0.0146
O  0.0114  -0.0054  0.0094
O  -0.0036  0.0009  0.0095
O  0.0235  -0.0133  0.0105
O  -0.0248  -0.0161  -0.0217
O  0.0027  -0.0146  0.0227
O  -0.0258  -0.0174  -0.0031
O  -0.0037  -0.0237  0.0053
O  0.0253  -0.0156  -0.0011
O  0.0007  -0.0161  0.0045
O  0.0052  -0.0181  0.0148
O  -0.0106  0.0292  0.021
O  -0.0054  -0.0392  0.0115
O  -0.029  0.009  0.0023
O  0.0036  -0.0139  0.0444
O  -0.004  -0.0008  0.0325
O  -0.0277  0.0157  -0.0461
O  -0.0033  -0.017  -0.0072
O  -0.0054  -0.0074  0.0123
O  -0.0226  -0.0101  0.004
O  -0.0022  0.0038  0.0017
O  0.0142  0.0378  0.0166
O  -0.0254  -0.0014  0.0664
O  0.0068  0.0091  0.0034
O  -0.0078  -0.035  0.0147
O  -0.0296  -0.0009  0.0029
O  -0.0376  -0.0036  0.0268
O  -0.0019  0.0291  0.0132
O  -0.0042  0.063  -0.0223
O  -0.006  -0.0068  0.002
O  0.0051  -0.0161  0.0182
O  0.0147  0.0164  -0.0021
O  0.016  0.0101  0.0471
O  0.0147  0.0177  0.0076
O  -0.043  0.0946  -0.0248
O  -0.0394  -0.0059  -0.0026
O  0.0006  0.0055  0.0136
O  -0.0107  0.0198  -0.002
O  0.0023  0.0046  0.0066
O  -0.0419  0.0044  0.0012
O  -0.0375  -0.0202  -0.0322
O  -0.0536  -0.0563  0.0213

The program warned: the cutoff lies below the one the program advises for these potential files; the exchange-correlation potential is rough where the density is thin.
